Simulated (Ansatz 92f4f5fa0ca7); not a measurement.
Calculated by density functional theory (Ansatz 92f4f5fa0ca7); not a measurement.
Periodic cell of 223 atoms, Si132O90As1, from a study of silicon, its oxide and their interface. The atomic structure is a simulated model.
Doubt: the cutoff is far below the 930 eV that the study's wrapper takes by default for these files, so forces and energies are approximate.
This geometry differs little from another in the collection (a relaxation step or a small displacement).

Settings: functional PBE; potential files Ansatz PAW; basis plane waves; wave-function cutoff 580 eV; density cutoff ratio 5; exchange-correlation grid ratio 1; k mesh 1 x 1 x 1, Gamma-centred; self-consistency stop 5e-08 eV per atom in the density residual; occupations fixed; spin none; net charge +1 e, with a uniform compensating background and no finite-size correction.

Cell vectors (angstrom)
a, 10.938, 0, 0
b, 0, 10.938, 0
c, 0, 0, 32.1988

Atoms: element, x, y, z (angstrom)
Si, 10.5902, 0.2235, 24.8534
Si, 5.7325, 10.6824, 24.726
Si, 2.4775, 2.9139, 24.6201
Si, 8.4129, 2.459, 24.8132
Si, 0.2713, 5.1689, 24.7309
Si, 5.1438, 5.7408, 24.6752
Si, 2.9347, 8.0176, 24.5808
Si, 7.9382, 8.4386, 24.7049
Si, 1.3304, 1.3827, 26.0205
Si, 6.8392, 1.3057, 26.1126
Si, 4.0367, 4.1023, 25.9767
Si, 9.6185, 4.051, 26.0681
Si, 1.4034, 6.8151, 25.9854
Si, 6.757, 6.8673, 26.0049
Si, 4.1031, 9.5355, 25.9862
Si, 9.444, 9.5766, 26.1365
Si, 2.7244, -0.0099, 27.33
Si, 8.154, -0.0156, 27.5589
Si, 0.0069, 2.7066, 27.4807
Si, 5.4347, 2.7436, 27.3524
Si, 2.7306, 5.4657, 27.4243
Si, 8.1441, 5.4317, 27.3048
Si, 0.0222, 8.2202, 27.3269
Si, 5.4309, 8.1968, 27.4422
Si, 4.0749, 1.3634, 28.7368
Si, 9.5758, 1.3525, 28.8469
Si, 1.3714, 4.0967, 28.7976
Si, 6.8158, 4.0929, 28.7517
Si, 4.0956, 6.8155, 28.8035
As, 9.5498, 6.8216, 28.7521
Si, 1.3711, 9.5733, 28.7474
Si, 6.7708, 9.5504, 28.8483
Si, 0.0209, -0.0185, 30.1667
Si, 5.4196, 0.0146, 30.1681
Si, 2.7371, 2.7221, 30.1576
Si, 8.188, 2.7417, 30.1441
Si, 0.0171, 5.4282, 30.1934
Si, 5.473, 5.4542, 30.1555
Si, 2.7284, 8.2104, 30.1301
Si, 8.1602, 8.2163, 30.2179
Si, 1.3794, 1.3547, 31.5406
Si, 6.8197, 1.3774, 31.5044
Si, 4.1112, 4.0844, 31.5243
Si, 9.5417, 4.0914, 31.5372
Si, 1.3605, 6.8645, 31.5015
Si, 6.835, 6.7937, 31.5605
Si, 4.0743, 9.5715, 31.5316
Si, 9.5967, 9.5591, 31.5394
Si, 2.7368, -0.007, 0.7293
Si, 8.188, 0.0053, 0.6647
Si, -0.0001, 2.7292, 0.699
Si, 5.4796, 2.7263, 0.7054
Si, 2.7304, 5.4832, 0.6554
Si, 8.2139, 5.4485, 0.7404
Si, 0.01, 8.1841, 0.7127
Si, 5.4644, 8.2127, 0.697
Si, 4.1306, 1.3591, 2.0805
Si, 9.5563, 1.3486, 2.0543
Si, 1.375, 4.132, 2.0314
Si, 6.8438, 4.0727, 2.093
Si, 4.098, 6.828, 2.0549
Si, 9.5866, 6.8295, 2.086
Si, 1.3793, 9.5424, 2.0804
Si, 6.8313, 9.5975, 2.0546
Si, -0.0146, -0.0352, 3.3995
Si, 5.4953, 0.008, 3.4888
Si, 2.7733, 2.7899, 3.3696
Si, 8.1928, 2.6851, 3.4685
Si, 0.0307, 5.47, 3.4523
Si, 5.4725, 5.4643, 3.4189
Si, 2.7703, 8.2011, 3.4642
Si, 8.2043, 8.2302, 3.3914
Si, 1.3886, 1.3938, 4.6331
Si, 6.8472, 1.3442, 4.927
Si, 4.1522, 4.0842, 4.8165
Si, 9.5792, 4.0762, 4.7737
Si, 1.4176, 6.8272, 4.8363
Si, 6.8197, 6.8893, 4.7369
Si, 4.1361, 9.574, 4.859
Si, 9.5533, 9.5517, 4.8042
Si, 2.7444, 0.1158, 6.06
Si, 8.2072, -0.0635, 6.282
Si, 0.0288, 2.666, 6.0531
Si, 5.4746, 2.7248, 6.302
Si, 2.8167, 5.4745, 6.195
Si, 8.1731, 5.4792, 6.0416
Si, 0.0129, 8.1861, 6.1621
Si, 5.5262, 8.2205, 6.2451
Si, 3.8353, 1.5713, 7.6128
Si, 9.8421, 1.1354, 7.4674
Si, 1.6266, 3.7976, 7.3205
Si, 6.6563, 4.4136, 7.486
Si, 4.4076, 6.629, 7.5601
Si, 9.3663, 6.9463, 7.4109
Si, 1.1465, 9.9168, 7.2976
Si, 7.1566, 9.229, 7.6809
O, 8.3097, 8.0878, 7.9043
O, 2.7167, 2.7364, 7.9559
O, 9.5188, 1.349, 24.2719
O, 4.043, 6.8625, 24.1242
O, 0.0324, 0.0186, 7.9619
O, 5.5311, 5.5064, 8.0328
O, 6.8469, 9.5735, 24.1885
O, 1.365, 4.0594, 24.1592
O, 3.8631, 7.3781, 8.9437
O, 0.7991, 4.3757, 8.5987
O, 9.8112, 6.1746, 8.8018
O, 2.1368, 9.3769, 8.4833
O, 7.5236, 3.9255, 8.7968
O, 4.2692, 0.9195, 9.0709
O, 6.7319, 9.5581, 9.2289
O, 9.2121, 1.855, 8.8044
O, 7.6998, 3.1508, 23.5176
O, 10.4879, 5.8501, 23.4381
O, 5.0808, 0.4411, 23.4001
O, 5.8621, 5.0881, 23.3563
O, 3.0999, 2.2043, 23.2645
O, 2.2934, 8.7267, 23.2231
O, 8.6254, 7.759, 23.3795
O, 0.2187, 10.3113, 23.5942
Si, 4.3844, 1.5681, 22.448
Si, 3.4896, 7.9315, 14.0275
Si, 7.1161, 0.9568, 14.6619
Si, 0.9417, 9.3581, 22.503
Si, 1.1845, 4.3105, 11.8845
Si, 6.267, 8.9641, 15.3123
Si, 0.6783, 1.3715, 12.2942
Si, 8.6268, 4.9481, 20.4894
Si, 0.3264, 5.7166, 9.3663
Si, 5.1026, 3.1253, 17.9359
Si, 0.8872, 3.7481, 16.7406
Si, 10.4043, 2.8499, 19.2164
Si, 5.2822, 1.1856, 10.3536
Si, 0.8834, 0.182, 19.8332
Si, 6.6468, 9.462, 10.873
Si, 9.3376, 9.676, 18.3194
Si, 9.3914, 9.2494, 12.5704
Si, 6.5692, 3.8445, 22.5691
Si, 2.4414, 8.0663, 9.3825
Si, 10.5893, 7.3685, 17.0714
Si, 2.5102, 6.2932, 16.5732
Si, 10.1778, 4.4944, 14.188
Si, 6.1404, 9.1821, 18.507
Si, 7.9699, 2.5715, 9.5862
Si, 8.8809, 2.146, 12.4556
Si, 5.3353, 6.2453, 18.0595
Si, 3.9242, 0.5539, 19.4501
Si, 4.2799, 3.8442, 12.0494
Si, 5.5432, 6.6037, 12.1383
Si, 8.0115, 2.5047, 17.2114
Si, 4.3599, 2.4812, 14.9627
Si, 1.5392, 1.215, 15.2553
Si, 1.5684, 9.4187, 12.0455
Si, 8.0519, 6.854, 13.8634
Si, 10.3819, 9.8394, 15.4842
Si, 9.8078, 7.0147, 22.5252
Si, 8.1043, 5.485, 17.3924
O, 6.0466, 7.9621, 11.2885
O, 6.0207, 9.2072, 16.8915
O, 7.679, 1.3651, 13.1924
O, 0.895, 1.7502, 13.8636
O, 9.4238, 6.2597, 16.8765
O, 6.7606, 6.2048, 13.135
O, 5.1304, 4.6612, 18.6082
O, 9.2289, 2.162, 18.2691
O, 2.3658, 0.0931, 19.0746
O, 9.4119, 10.2351, 16.7639
O, 2.7912, 4.4377, 11.7064
O, 5.0659, 10.3201, 19.1016
O, 9.427, 3.2438, 13.4945
O, 0.4579, 1.7691, 19.9526
O, 3.1527, 1.3653, 15.0618
O, 8.1596, 5.3723, 19.0098
O, 3.8895, 6.6018, 17.3896
O, 4.5775, 3.2838, 16.3824
O, 9.0652, 5.6711, 14.3091
O, 5.446, 2.7599, 22.1346
O, 10.6738, 4.1526, 15.6852
O, 0.3448, 3.8734, 18.2781
O, 10.4232, 10.5126, 19.2212
O, 9.6435, 10.0301, 14.0261
O, 10.9139, 8.1175, 22.0784
O, 1.1902, 2.1632, 16.5288
O, 9.7344, 3.7499, 20.4129
O, 8.1311, 4.0319, 16.6695
O, -0.0422, 9.1068, 11.9029
O, 6.5868, 2.4211, 18.0078
O, 5.5843, 10.7211, 11.1956
O, 7.7498, 9.5906, 18.843
O, 10.0292, 1.0283, 12.0563
O, 1.3126, 6.9587, 9.047
O, 0.6266, 4.7684, 13.351
O, 5.7077, 7.6217, 18.978
O, 5.2387, 5.0889, 11.5143
O, 2.7125, 6.9879, 15.113
O, 0.9115, 2.7486, 11.4621
O, 0.8613, 10.6875, 15.5465
O, 2.3978, 8.5888, 10.9092
O, 4.6984, 2.4365, 11.2656
O, 4.2545, 3.5116, 13.6762
O, 2.2048, 4.6831, 16.4815
O, 10.7033, 8.2518, 15.694
O, 6.9285, 10.2896, 14.661
O, 2.3438, 8.9576, 13.4223
O, 8.0307, 1.5186, 15.9062
O, 4.1254, 6.9979, 12.8503
O, 4.1788, 2.0115, 18.7225
O, 7.2952, 4.4211, 21.2568
O, 8.4077, 2.929, 11.1064
O, 1.1768, 6.8613, 17.355
O, 5.6517, 1.5734, 14.7561
O, 8.1323, 9.7618, 11.5861
O, 9.2009, 6.2857, 21.2213
O, 8.9569, 7.7186, 12.8491
O, 1.6524, 0.1239, 11.8732
O, 6.6386, 6.1477, 17.0537
O, 7.3997, 7.8025, 15.0381
O, 1.2113, 10.3143, 21.2286
O, 10.0339, 8.1998, 18.3539
O, 3.9479, 0.8432, 21.072
O, 0.3455, 5.3411, 10.9309
O, 6.6931, 1.5771, 9.6282
O, 4.7789, 8.7048, 14.6782

Results
free energy: -139961.428 eV
free energy less fixed offsets of As -4856.12, O -568.88, Si -635.61 eV per atom: -5.588 eV

Forces (eV/angstrom), in the order of the atoms: element, x, y, z
Si, -0.0027, 0.0015, -0.018
Si, -0.0023, 0.0074, -0.0145
Si, -0.0001, -0.0051, -0.0122
Si, 0.0005, 0.0005, -0.0076
Si, -0.0047, -0.0035, -0.0102
Si, 0.0091, -0.0099, -0.0164
Si, -0.0094, 0.0102, -0.0229
Si, 0.007, -0.0017, -0.0113
Si, -0.0028, 0.0044, 0.0076
Si, 0.0055, -0.0007, 0.0051
Si, 0.0012, -0.001, 0.0033
Si, 0.0066, -0.0077, 0.0055
Si, 0.0021, -0.0016, 0.0014
Si, 0.0014, -0.0013, 0.0025
Si, -0.004, 0.0007, 0.0046
Si, -0.0058, 0.0049, 0.0046
Si, -0.0009, 0.0021, -0.0029
Si, -0.0001, -0.0007, -0.0008
Si, -0.0003, 0.0014, -0.0038
Si, -0.0008, -0.0024, -0.0022
Si, -0.0032, -0.0039, 0.003
Si, 0.0057, 0.0036, 0.0012
Si, -0.0074, -0.004, 0.0036
Si, 0.0024, 0.0013, 0.0026
Si, 0.0014, 0.0002, 0.0036
Si, -0.0016, -0.0006, -0.0081
Si, 0.0007, -0.0028, -0.0017
Si, -0.0026, -0.0002, 0.004
Si, -0.001, -0.0004, -0.0002
As, -0.0022, 0.0022, 0.0009
Si, 0.003, 0.0002, 0.0034
Si, 0.0049, 0.0007, -0.0045
Si, 0.0017, 0, 0.0011
Si, -0.0018, 0.0032, 0.0004
Si, -0.002, 0.0004, -0.0003
Si, -0.0005, -0.0002, -0.0003
Si, -0.0013, 0, -0.0068
Si, 0.0019, -0.002, 0.0012
Si, -0.0017, 0.0016, 0.0005
Si, 0.002, -0.0015, -0.0048
Si, 0.0012, 0.001, 0.0002
Si, -0.0007, -0.0006, 0.0004
Si, -0.0004, -0.0005, -0.0005
Si, -0.0009, -0.0004, 0.0028
Si, 0.0003, 0.0021, 0.0016
Si, 0.0007, -0.0024, 0.0015
Si, 0.0006, -0.0002, 0.0011
Si, 0.0008, -0.0001, 0.0011
Si, -0.0013, 0.001, 0.0001
Si, -0.0003, 0.0022, 0.0007
Si, 0.0015, -0.0015, 0.0009
Si, -0.0003, -0.0009, 0.0008
Si, 0.0002, -0.0022, 0.0003
Si, -0.0016, 0.0008, -0.0008
Si, 0, 0.0002, -0.0003
Si, -0.0002, 0.001, 0.0004
Si, 0.002, -0.0015, 0.0001
Si, 0.0004, -0.0002, -0.0003
Si, -0.0039, 0.0013, -0.0024
Si, 0.0012, -0.0016, 0.0014
Si, 0.0019, 0.0013, -0.0002
Si, -0.0001, -0.0014, -0.0005
Si, 0.0037, -0.0015, 0.0007
Si, -0.0028, -0.0002, -0.0013
Si, 0.0025, 0.0058, 0.0021
Si, -0.0026, 0.0015, -0.0044
Si, -0.001, -0.0061, 0.0042
Si, 0.0019, 0.0034, -0.0025
Si, -0.0001, -0.0017, -0.0005
Si, 0.0012, 0.0013, -0.0001
Si, -0.0051, -0.0008, -0.0035
Si, 0.0009, -0.0009, 0.0036
Si, -0.0005, -0.0004, -0.0043
Si, -0.0006, -0.0006, 0.0047
Si, 0.0013, 0.001, 0
Si, -0.0006, 0.0005, -0.0001
Si, 0.0003, 0.0014, 0.0014
Si, -0.0007, 0.0009, -0.0007
Si, 0.002, 0.0019, 0.0032
Si, -0.0027, -0.0024, 0.0004
Si, 0.0036, 0.0019, -0.0028
Si, -0.0016, -0.0003, -0.0062
Si, -0.0021, -0.0007, -0.0038
Si, -0.0003, -0.0028, -0.0052
Si, -0.0002, 0.0021, -0.0045
Si, 0.0007, -0.0021, -0.004
Si, 0.002, -0.0011, -0.0041
Si, 0.0012, 0.0002, -0.0036
Si, 0.0053, -0.0036, 0.0134
Si, -0.0047, 0.0026, 0.0136
Si, -0.0035, 0.0056, 0.0131
Si, 0.0014, 0.0007, 0.0121
Si, -0.0025, 0.0007, 0.0122
Si, 0.0014, -0.0004, 0.0109
Si, -0.0018, -0.0043, 0.0106
Si, -0.0012, 0.0022, 0.019
O, -0.003, -0.0036, -0.0019
O, -0.0017, -0.0062, -0.0035
O, -0.0005, -0.003, -0.001
O, -0.0019, 0.0024, 0.01
O, 0.0052, 0.0042, -0.0036
O, 0.0028, 0.0008, -0.0024
O, -0.0012, -0.0024, 0.0039
O, 0.0018, 0.006, 0.0013
O, 0.0044, -0.0039, -0.0074
O, 0.0028, -0.0038, -0.0068
O, -0.0044, 0.0029, -0.0072
O, -0.0042, 0.0052, -0.0077
O, -0.0041, 0.0043, -0.0082
O, -0.0046, 0.0027, -0.0109
O, 0.0018, -0.0016, -0.0151
O, 0.0052, -0.0045, -0.0082
O, 0.0018, -0.0022, 0.0064
O, 0.0026, -0.0038, 0.0073
O, 0.0046, -0.0058, 0.0101
O, -0.0058, 0.0061, 0.0078
O, -0.0037, 0.0036, 0.0081
O, 0.0079, -0.0066, 0.0108
O, -0.0067, 0.0063, 0.01
O, -0.0017, 0.003, 0.0139
Si, -0.0009, 0.0007, -0.0074
Si, 0.0001, -0.0003, 0.0026
Si, 0.0001, 0, 0.0021
Si, -0.0007, 0.0019, -0.004
Si, 0.0007, 0.0003, 0.0044
Si, 0.0006, 0, 0.0001
Si, -0.0001, -0.0002, 0.0041
Si, 0, -0.0006, -0.0035
Si, 0.0029, -0.0005, 0.0052
Si, 0.0003, 0.0002, -0.0033
Si, 0.0002, 0, -0.0019
Si, 0.0001, -0.0002, -0.0042
Si, 0.0017, 0.0018, 0.0066
Si, -0.0011, 0.0001, -0.0031
Si, 0.0009, -0.001, 0.0074
Si, 0.0001, -0.0001, -0.0035
Si, 0.0001, -0.0002, 0.0042
Si, 0.0025, -0.0016, -0.004
Si, -0.0015, -0.0013, 0.0063
Si, -0.0006, 0.0003, -0.0024
Si, 0, -0.0001, -0.0016
Si, -0.0002, 0.0002, 0.0025
Si, 0.0007, -0.0004, -0.0034
Si, -0.0009, -0.002, 0.0058
Si, 0.0005, -0.0003, 0.0051
Si, 0.0003, -0.0001, -0.0034
Si, 0.0009, 0.0006, -0.0047
Si, 0.0002, 0.0005, 0.0047
Si, -0.0001, -0.0002, 0.0041
Si, 0, 0.0001, -0.0026
Si, 0.0001, 0.0004, 0.0012
Si, -0.0002, 0.0003, -0.0001
Si, -0.0005, 0.0001, 0.0046
Si, 0.0004, -0.0002, 0.003
Si, -0.0002, 0.0001, 0.0001
Si, 0.0025, -0.0011, -0.0069
Si, 0.0001, 0.0002, -0.0034
O, 0.0002, 0.0009, -0.0027
O, -0.0001, 0.0001, 0.0004
O, -0.0002, 0.0001, -0.0023
O, 0.0001, -0.0002, -0.0013
O, -0.0001, 0.0001, 0.0016
O, 0.0003, 0, -0.0016
O, 0, 0.0003, 0.002
O, 0, 0.0001, 0.0017
O, 0.0007, -0.0002, 0.002
O, 0.0002, 0.0001, 0.0006
O, -0.0006, 0, -0.0024
O, -0.0007, 0.0006, 0.0022
O, 0, 0.0002, -0.0021
O, 0.0002, -0.0003, 0.0015
O, 0.0003, -0.0001, -0.0001
O, -0.0002, 0.0002, 0.0017
O, -0.0001, 0.0001, 0.0013
O, -0.0001, -0.0004, 0.0005
O, 0.0001, 0, -0.0012
O, -0.0005, 0, 0.0009
O, 0.0001, -0.0001, 0
O, 0.0002, 0.0003, 0.0017
O, 0.0006, 0, 0.0021
O, 0.0001, 0, -0.0011
O, 0.0002, -0.0009, -0.0001
O, 0.0002, -0.0005, 0.001
O, -0.0002, 0.0006, 0.0016
O, 0, -0.0001, 0.0014
O, 0.0007, 0.0002, -0.0023
O, 0.0001, 0, 0.0015
O, -0.0005, 0.0008, -0.0025
O, -0.0004, 0.0001, 0.0018
O, 0.0001, 0.0005, -0.0022
O, 0.0001, 0.0009, -0.0018
O, 0.0003, 0, -0.0018
O, 0.0001, 0.0004, 0.0018
O, -0.0002, 0.0005, -0.0022
O, 0.0002, 0.0004, -0.0007
O, 0, 0.0001, -0.0023
O, 0.0002, 0.0001, 0.0002
O, 0.0004, -0.0008, -0.0049
O, 0.0003, -0.0024, -0.0038
O, 0.0001, -0.0002, -0.0013
O, -0.0001, 0.0001, 0.0011
O, 0.0002, 0.0002, 0
O, -0.0001, 0.0002, -0.0008
O, 0.0001, 0.0002, -0.0015
O, -0.0002, -0.0002, -0.0002
O, -0.0001, 0.0002, -0.0017
O, -0.0001, -0.0008, 0.0025
O, -0.0009, 0.0003, 0.0029
O, -0.0004, 0, -0.0039
O, 0.0004, -0.0001, 0.0013
O, 0.0001, 0, -0.0008
O, -0.0011, 0.0001, -0.003
O, 0.0003, 0.0006, 0.0033
O, 0.0001, 0.0003, -0.002
O, 0.0002, -0.0006, -0.0021
O, 0.0001, 0.0002, 0.0014
O, 0, 0.0004, -0.0006
O, -0.0008, -0.0014, 0.0033
O, 0.0003, -0.0002, 0.002
O, 0.0008, 0.0011, 0.004
O, -0.0007, 0.0012, -0.0044
O, 0.0002, 0.0005, -0.0022
O, -0.0002, 0.0001, -0.0008

The program warned: the cutoff lies below the one the program advises for these potential files; the exchange-correlation potential is rough where the density is thin.
